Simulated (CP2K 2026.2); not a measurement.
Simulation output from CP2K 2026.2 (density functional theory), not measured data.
Periodic cell of 534 atoms, Si358O176, from a study of silicon, its oxide and their interface. The atomic structure is a simulated model.
Doubt: the forces sum to 3.25 eV/angstrom along one axis rather than to zero, so they err by at least 0.0061 eV/angstrom per atom on average; the grid cutoff is modest.

Settings: functional PBE; method Gaussian and plane waves; basis set DZVP-MOLOPT-SR-GTH; pseudopotentials GTH-PBE; grid cutoff 400 Ry, relative cutoff 50 Ry; k points Gamma only; occupations fixed; spin none; net charge 0.

Cell vectors (angstrom)
a	16.4025	0	0
b	0	16.4025	0
c	0	0	35.4277

Atoms and the computed forces on them: element, x, y, z (angstrom), force x, y, z (eV/angstrom)
Si	-0.937	0.464	-0.334	-0.176	-0.72	0.283
Si	3.302	2.729	0.083	-0.056	0.34	0.236
Si	-0.296	5.682	-0.065	-0.111	0.088	0.033
Si	2.548	8.113	0.643	-0.097	-0.107	-0.43
Si	0.408	10.266	0.117	-0.045	0.134	-0.138
Si	2.766	13.338	-0.095	-0.237	0.207	0.144
Si	5.616	-0.418	0.167	0.045	-0.052	0.391
Si	7.845	2.949	-0.06	-0.053	0.151	0.458
Si	5.748	5.353	-0.012	0.067	0.089	0.434
Si	8.86	7.711	0.023	-0.083	0.059	0.147
Si	4.939	11.023	-0.302	-0.176	-0.295	0.086
Si	7.986	13.791	-0.098	-0.166	-0.143	0.212
Si	10.739	-0.21	-0.133	0.227	0.05	0.12
Si	14.081	2.36	0.004	-0.051	0.392	0.03
Si	11.091	5.497	-0.126	-0.04	0.041	0.148
Si	13.925	7.882	0.305	0.074	-0.079	0.047
Si	11.681	9.896	-0.284	-0.123	0.086	-0.016
Si	14.231	13.411	-0.478	-0.236	0.29	0.519
Si	1.63	1.347	1.151	-0.122	-0.065	-0.462
Si	4.301	4.198	1.537	0.095	-0.016	-0.318
Si	1.191	6.609	1.651	-0.181	-0.072	-0.225
Si	4.125	9.567	1.464	0.125	0.171	-0.237
Si	1.34	12.12	1.329	0.105	-0.138	-0.247
Si	3.989	14.825	1.356	0.067	-0.151	-0.204
Si	6.816	1.303	1.344	0.034	-0.08	-0.255
Si	9.683	3.976	1.156	-0.173	0.043	-0.285
Si	7	6.861	1.281	0.092	-0.071	-0.21
Si	9.945	9.302	1.351	0.052	-0.056	-0.31
Si	6.827	12.007	1.019	-0.077	0.233	-0.273
Si	9.666	14.732	1.329	-0.155	0.085	-0.201
Si	12.231	1.297	1.103	-0.165	-0.207	-0.049
Si	15.129	3.976	1.348	0.116	0.137	-0.058
Si	12.412	6.593	1.511	0.073	0.023	-0.297
Si	15.176	9.385	1.549	0.107	-0.201	-0.249
Si	12.624	11.924	0.872	0.232	-0.072	-0.273
Si	14.848	15.042	1.166	0.416	0.049	-0.308
Si	0.194	2.641	2.632	-0.062	0.039	-0.054
Si	2.706	-0.111	2.648	0.1	-0.121	0.161
Si	0	8.063	2.991	-0.032	-0.1	0.194
Si	2.765	5.385	2.846	0.067	-0.119	0.053
Si	-0.037	13.66	2.54	-0.138	0.039	-0.076
Si	2.738	10.885	2.813	-0.11	0.134	0.147
Si	5.545	2.662	2.8	0.046	0.003	0.117
Si	8.289	-0.136	2.621	-0.107	0.112	0.068
Si	5.617	8.219	2.691	0.05	-0.124	-0.081
Si	8.326	5.389	2.634	-0.074	-0.038	-0.086
Si	5.503	13.436	2.587	-0.027	-0.055	0.021
Si	8.332	10.762	2.477	0.009	-0.034	-0.186
Si	10.95	2.615	2.603	0.035	0.082	-0.072
Si	13.524	-0.085	2.603	0.099	0.071	-0.011
Si	11.12	8.023	2.853	-0.025	-0.066	0.244
Si	13.759	5.245	2.809	0.015	-0.089	0.11
Si	11.137	13.328	2.47	0.165	0.081	-0.168
Si	13.77	10.854	2.675	-0.057	-0.006	-0.058
Si	1.427	3.973	4.157	0.162	-0.038	-0.006
Si	4.109	1.245	4.044	-0.025	0.244	-0.006
Si	1.406	9.504	4.202	0.091	-0.014	-0.079
Si	4.194	6.837	4.063	-0.078	0.02	-0.037
Si	1.335	14.951	4.009	0.022	0.03	-0.04
Si	4.145	12.241	4.119	0.062	-0.067	-0.149
Si	6.947	4.056	4.084	0.062	-0.09	-0.11
Si	9.602	1.275	4.015	-0.012	-0.185	-0.064
Si	6.991	9.545	4.03	-0.088	-0.111	0.055
Si	9.631	6.719	4.121	0.004	0.001	-0.116
Si	6.863	14.901	3.962	0.012	-0.027	-0.166
Si	9.644	12.162	3.895	0.063	-0.091	0.083
Si	12.292	3.932	4.077	0.13	0.008	-0.017
Si	15.051	1.274	3.939	0.043	-0.009	-0.181
Si	12.423	9.511	4.114	-0.049	-0.04	-0.061
Si	15.007	6.679	4.23	0.031	0.116	-0.05
Si	12.275	14.857	3.961	0.057	0.099	-0.013
Si	15.079	12.296	4.016	-0.029	0.042	-0.042
Si	0.007	0.013	10.906	-0.013	-0.006	-0.003
Si	2.75	2.743	10.881	-0.031	0.016	-0.005
Si	0.017	5.48	10.883	-0.033	0.025	0.004
Si	2.75	8.216	10.888	-0.015	0.015	0.001
Si	0.006	10.95	10.891	-0.019	0.009	0.005
Si	2.746	13.684	10.888	-0.028	0.013	-0.008
Si	5.476	0.009	10.871	-0.011	-0.011	0
Si	8.22	2.735	10.888	-0.03	0.02	-0.007
Si	5.489	5.47	10.898	-0.038	0.009	0.008
Si	8.215	8.209	10.907	-0.017	-0.009	0.003
Si	5.48	10.954	10.9	-0.021	0.011	0.009
Si	8.202	13.677	10.882	-0.024	0.021	-0.017
Si	10.932	-0.001	10.9	-0.02	0.012	-0.001
Si	13.678	2.74	10.911	-0.009	0.021	0.004
Si	10.944	5.461	10.9	-0.027	0.009	0.002
Si	13.683	8.204	10.886	-0.014	0.017	0.002
Si	10.938	10.938	10.899	-0.016	0.005	0.003
Si	13.664	13.681	10.898	-0.028	-0.004	-0.013
Si	1.365	1.414	12.255	0.014	0.001	0.012
Si	4.089	4.131	12.254	0.018	-0.01	0.009
Si	1.362	6.874	12.252	0.043	0.015	-0.007
Si	4.091	9.602	12.26	-0.012	-0.034	-0.01
Si	1.36	12.339	12.255	0.05	0.012	-0.01
Si	4.09	15.082	12.25	0.019	0.003	-0.011
Si	6.818	1.401	12.243	0.021	-0.017	-0.015
Si	9.557	4.126	12.274	0.043	0.003	-0.001
Si	6.834	6.86	12.271	0.026	0.01	-0.005
Si	9.564	9.589	12.276	0.001	-0.004	0.01
Si	6.823	12.349	12.266	0.033	-0.021	-0.007
Si	9.544	15.055	12.258	-0.015	-0.041	-0.011
Si	12.282	1.397	12.266	-0.012	-0.021	-0.002
Si	15.028	4.153	12.259	0.051	-0.021	0.008
Si	12.303	6.857	12.256	0.036	-0.001	0.001
Si	15.029	9.59	12.258	0.003	-0.029	0.012
Si	12.285	12.328	12.26	0.055	-0.002	-0.008
Si	15.01	15.076	12.259	0.019	-0.019	-0.004
Si	-0.001	2.803	13.613	-0.034	0.036	-0.037
Si	2.748	0.077	13.622	-0.041	-0.042	0.004
Si	0.008	8.249	13.634	-0.027	-0.036	0.037
Si	2.73	5.523	13.616	-0.015	0.029	-0.018
Si	-0.009	13.73	13.607	-0.072	-0.008	0.001
Si	2.717	10.976	13.628	0.025	0.001	0.042
Si	5.454	2.775	13.619	-0.032	0.023	0.004
Si	8.178	0.044	13.606	0.003	0.004	-0.031
Si	5.463	8.247	13.622	-0.007	0	0.003
Si	8.189	5.5	13.652	-0.023	0.07	0.035
Si	5.443	13.728	13.628	-0.018	0.045	0.019
Si	8.2	10.991	13.622	-0.043	0.016	-0.012
Si	10.941	2.791	13.643	-0.009	-0.015	0.031
Si	13.644	0.046	13.636	0.045	-0.009	0.031
Si	10.931	8.213	13.632	0.009	0.01	0.019
Si	13.685	5.54	13.646	-0.082	0.022	0.024
Si	10.917	13.704	13.623	-0.014	0.049	0.024
Si	13.646	10.959	13.616	-0.053	0.041	-0.006
Si	1.346	4.19	14.983	0.019	-0.064	0.09
Si	4.089	1.455	15.025	0.052	0.015	0.04
Si	1.335	9.644	15.02	0.021	0.013	0.042
Si	4.09	6.894	14.987	0.005	0.012	0.07
Si	1.329	15.152	14.953	0.101	0.055	-0.006
Si	4.059	12.373	14.994	-0.059	-0.036	-0.013
Si	6.779	4.155	15.002	0.004	-0.023	0.045
Si	9.533	1.423	14.962	-0.025	-0.019	0.04
Si	6.796	9.662	14.972	0.095	-0.008	-0.022
Si	9.554	6.881	15.028	-0.015	-0.048	0.061
Si	6.776	15.141	14.988	0.005	-0.026	0.037
Si	9.555	12.356	15.007	-0.041	-0.029	0.031
Si	12.302	4.194	15.013	0.074	0.081	0.045
Si	14.996	1.476	14.964	-0.028	-0.02	0.002
Si	12.262	9.612	14.998	0.058	-0.048	0.022
Si	15.041	6.922	15.036	0.022	0.082	0.036
Si	12.249	15.097	14.999	-0.069	-0.08	-0.051
Si	15.006	12.36	14.945	0.029	0.041	-0.003
Si	-0.006	0.17	16.307	-0.116	-0.012	0.072
Si	2.716	2.861	16.372	-0.078	0.128	0.048
Si	0.008	5.541	16.402	0.011	0.024	0.019
Si	2.749	8.289	16.357	0.025	0.006	0.011
Si	-0.064	11.046	16.37	-0.018	-0.044	0.128
Si	2.645	13.761	16.306	0.038	0.017	0.029
Si	5.446	0.109	16.426	-0.004	-0.01	0.11
Si	8.143	2.764	16.326	0.035	0.018	0.039
Si	5.411	5.523	16.395	-0.051	-0.003	0.033
Si	8.156	8.307	16.327	-0.141	-0.029	0.039
Si	5.462	11.045	16.362	0.012	0.002	0.162
Si	8.171	13.785	16.302	0.04	0.013	0.069
Si	10.9	0.111	16.354	-0.021	0.02	0.11
Si	13.698	2.868	16.385	-0.064	-0.063	0.014
Si	10.921	5.517	16.429	-0.005	0.036	0.198
Si	13.685	8.344	16.392	-0.04	-0.138	0.2
Si	10.868	10.932	16.389	-0.029	0.08	-0.003
Si	13.616	13.687	16.306	0.128	0.015	-0.015
Si	1.3	1.585	17.749	0.056	-0.042	-0.071
Si	3.996	4.235	17.837	-0.053	0.01	0.111
Si	1.399	6.93	17.73	0.001	-0.056	-0.037
Si	4.065	9.705	17.739	0.09	-0.058	-0.022
Si	1.222	12.503	17.716	-0.157	0.133	-0.004
Si	3.981	15.113	17.679	-0.047	0.027	-0.173
Si	6.832	1.5	17.836	0.025	-0.085	0.231
Si	9.479	4.069	17.738	0.011	-0.033	-0.165
Si	6.781	6.953	17.674	0.071	0.114	-0.121
Si	9.45	9.624	17.801	-0.054	0.029	0.001
Si	6.828	12.471	17.711	0.008	-0.01	-0.031
Si	9.512	15.14	17.701	-0.213	-0.003	-0.051
Si	12.236	1.56	17.702	-0.038	0.099	-0.105
Si	15.11	4.163	17.835	-0.093	-0.017	0.048
Si	12.348	6.947	17.77	0.186	0.149	-0.343
Si	14.995	9.757	17.854	-0.067	0.081	-0.04
Si	12.321	12.248	17.699	0.126	-0.22	0.126
Si	14.946	15.199	17.542	0.041	-0.033	-0.19
Si	0.132	2.959	19.352	-0.029	0.03	0.382
Si	2.545	0.057	18.98	-0.022	-0.057	0.348
Si	0.047	8.291	19.025	0.049	0.05	0.1
Si	2.669	5.712	19.3	0.202	0.128	0.203
Si	-0.269	13.911	19.042	0.097	0.042	0.325
Si	2.652	11.158	18.976	0.067	-0.018	0.137
Si	5.351	2.86	19.208	-0.037	0.015	0.232
Si	8.222	0.061	19.251	-0.124	0.052	0.019
Si	5.396	8.263	19.119	-0.021	-0.198	-0.11
Si	8.168	5.572	18.982	-0.048	-0.043	-0.034
Si	5.396	13.831	19.035	0.097	-0.001	0.341
Si	8.227	11.212	19.159	0.082	0.129	-0.104
Si	10.854	2.781	19.227	-0.119	-0.21	0.084
Si	13.705	0.229	18.891	-0.079	0.033	0.232
Si	10.831	8.209	19.098	-0.173	-0.059	-0.095
Si	13.687	5.508	19.141	0.145	0.182	0.033
Si	11.034	13.767	18.846	-0.125	0.174	0.079
Si	13.642	11.124	19.418	-0.094	0.068	0.096
Si	1.512	4.484	20.974	-0.102	-0.123	-0.509
Si	4.075	1.136	20.351	0.029	0.024	-0.352
Si	1.227	9.875	20.281	0.052	-0.087	-0.066
Si	4.303	6.894	20.67	-0.289	-0.07	-0.38
Si	0.841	15.491	20.384	-0.012	0.075	-0.123
Si	4.157	12.341	20.347	-0.109	0.043	0.011
Si	6.519	4.621	20.356	-0.07	-0.011	-0.107
Si	9.962	0.951	20.703	0.126	0.092	0.079
Si	6.682	10.45	20.764	0.132	0.079	0.15
Si	10.078	6.313	20.208	-0.521	0.072	0.043
Si	6.438	15.423	20.465	-0.103	0.115	-0.16
Si	9.673	12.65	20.327	0.159	-0.186	-0.117
Si	11.854	4.61	20.332	0.204	-0.471	0.065
Si	15.142	1.364	20.392	0.131	-0.085	0.089
Si	12.779	9.382	20.989	-0.22	0.13	0.039
Si	14.928	7.15	20.394	-0.085	-0.169	-0.187
Si	12.28	15.262	20.097	0.149	0.125	0.09
Si	14.41	13.118	20.525	-0.242	0.171	-0.31
Si	2.167	-2.919	22.488	0.126	0.296	-0.194
Si	3.371	2.663	22.67	-0.053	-0.141	0.459
Si	0.162	6.58	22.988	-0.224	-0.096	0.231
Si	6.182	9.439	25.618	-0.035	0.081	-0.001
Si	-1.002	10.525	24.895	-0.075	0.012	0.498
Si	1.975	14.892	25.167	-0.092	0.187	0.117
Si	9.356	0.303	23.634	0.016	0.175	0.25
Si	9.713	3.376	26.471	0.007	-0.011	0.015
Si	7.924	4.557	23.086	0.068	0.111	0.212
Si	7.294	9.969	22.949	0.085	-0.043	0.412
Si	7.574	7.33	24.091	-0.044	-0.054	0.07
Si	7.574	17.572	26.009	-0.034	0.185	0.015
Si	13.369	3.015	22.596	0.084	0.005	0.046
Si	11.702	1.721	24.945	0.023	0.138	0.318
Si	19.057	8.553	22.808	0.128	0.047	-0.108
Si	10.902	9.391	26.334	-0.037	-0.05	0.068
Si	16.137	11.559	22.225	-0.015	-0.029	0.089
Si	0.144	0.846	25.256	-0.036	-0.151	0.098
Si	5.879	3.032	24.461	-0.088	-0.084	0.381
Si	4.153	4.69	26.272	0.02	-0.037	-0.069
Si	6.723	11.151	28.078	-0.067	-0.108	-0.02
Si	0.086	12.749	26.501	-0.013	-0.082	0.146
Si	-1.078	17.922	29.608	-0.019	0.028	-0.163
Si	3.603	-1.097	27.594	-0.067	0.233	-0.013
Si	11.065	3.947	29.324	-0.08	-0.091	-0.162
Si	10.055	6.396	23.203	-0.03	0.179	0.302
Si	9.44	11.904	23.194	0.005	-0.429	0.32
Si	3.265	10.063	25.633	0.077	0.011	0.228
Si	10.716	12.488	25.966	0.038	-0.004	0.206
Si	14.177	1.443	26.738	-0.025	0.1	-0.086
Si	18.048	3.221	25.255	-0.085	0.077	0.313
Si	12.34	8.161	23.93	-0.084	-0.175	0.131
Si	13.258	11.04	29.549	0.071	-0.029	-0.075
Si	17.229	10.644	32.591	0.111	-0.006	-0.076
Si	-5.864	2.816	31.825	-0.149	0.049	-0.258
Si	-1.074	3.221	24.658	-0.101	-0.074	0.218
Si	1.854	1.733	32.124	-0.102	-0.007	-0.253
Si	6.699	-0.738	28.431	0.096	0.1	-0.006
Si	-1.334	7.541	25.509	0.026	0.07	0.298
Si	3.885	9.559	32.541	-0.126	0.092	-0.067
Si	6.763	0.79	31.242	0.116	0.06	-0.236
Si	8.204	-2.135	22.323	-0.205	0.071	0.196
Si	4.191	3.741	28.947	-0.055	-0.077	0.026
Si	7.848	5.156	27.642	-0.112	-0.07	0.025
Si	3.92	12.247	27.491	0.111	-0.06	0.024
Si	9.381	7.783	28.316	-0.092	0.107	-0.143
Si	7.014	3.469	29.99	-0.057	0.07	-0.088
Si	13.594	-4.17	26.588	0.012	0.059	-0.006
Si	14.772	6.907	28.671	0.067	-0.024	-0.121
Si	14.102	4.369	30.236	-0.072	-0.088	-0.161
Si	12.187	8.364	28.759	0.1	0.111	0.021
Si	8.924	13.308	28.282	0.025	0.02	-0.047
Si	2.097	1.357	29.175	-0.09	-0.003	-0.078
Si	4.549	1.137	33.384	-0.002	0.112	-0.318
Si	4.909	6.422	28.282	-0.035	0.134	0.021
Si	3.774	6.6	33.581	0.134	0.164	0.146
Si	0.506	13.554	33.168	0.073	-0.019	-0.114
Si	1.69	10.656	27.989	-0.156	-0.025	0.074
Si	8.719	1.02	33.317	-0.026	0.025	-0.152
Si	9.052	5.23	31.193	-0.052	-0.056	-0.136
Si	5.503	9.003	30.085	0.037	-0.125	-0.03
Si	8.183	8.194	30.962	-0.198	-0.128	-0.166
Si	9.424	12.549	33.169	-0.128	0.201	-0.279
Si	10.985	13.026	30.679	0.029	-0.158	-0.223
Si	12.992	4.114	33.059	-0.071	0.113	0.043
Si	15.809	-0.109	32.181	0.085	0.056	-0.073
Si	9.275	9.676	33.288	0.093	-0.102	-0.165
Si	18.114	4.465	33.356	-0.129	-0.227	-0.093
Si	11.839	14.171	33.232	0.053	0.224	-0.166
Si	15.982	9.59	30.008	-0.082	0.089	-0.035
O	0.101	-1.599	32.162	-0.134	-0.176	-0.071
O	-1.468	-0.042	33.568	-0.2	-0.034	0.183
O	2.251	3.674	34.664	-0.051	0.152	0.08
O	4.644	2.297	34.559	0.103	0.163	0.09
O	0.323	5.163	33.892	0.058	0.134	-0.133
O	0.463	1.496	29	0.084	-0.117	0.07
O	2.739	5.602	32.811	-0.004	-0.074	-0.103
O	3.241	7.009	35.055	0.056	-0.064	0.044
O	-0.037	10.542	33.974	-0.159	0.087	0.209
O	1.537	9.098	35.202	0.32	0.155	0.177
O	3.971	12.337	34.789	0.156	-0.264	-0.052
O	1.893	13.897	34.008	0.057	-0.062	0.308
O	6.826	-1.478	35.34	-0.086	0.088	0.032
O	5.016	-0.248	34.061	-0.163	0.053	-0.192
O	7.917	2.34	33.83	-0.002	-0.034	-0.146
O	9.995	1.427	32.417	0.112	-0.175	-0.196
O	5.185	5.83	33.92	-0.211	-0.146	0.082
O	6.955	4.303	35.073	0.169	-0.368	0.108
O	8.39	8.585	34.116	-0.326	0.18	-0.013
O	8.296	8.414	29.339	-0.132	0.171	0.158
O	6.212	10.23	29.302	0.217	0.229	-0.104
O	4.921	10.198	33.657	0.217	0.009	0.193
O	10.87	12.983	33.847	-0.052	-0.289	0.259
O	8.354	13.672	33.69	0.296	0.107	0.367
O	9.297	0.37	34.687	-0.11	-0.081	0.09
O	11.538	-0.805	33.961	0.218	-0.188	0.055
O	17.108	0.694	35.294	0.158	0.239	0.36
O	13.991	3.252	34.008	0.229	0.006	0.171
O	9.933	6.593	34.795	-0.278	0.008	0.072
O	12.074	5.136	33.981	-0.263	0.116	0.13
O	14.984	6.86	34.902	0.076	-0.021	0.399
O	12.957	8.855	34.774	-0.319	0.373	0.183
O	8.737	11.171	33.688	-0.013	-0.104	0.277
O	10.874	9.759	33.665	0.194	0.067	0.179
O	15.763	13.23	34.315	-0.248	-0.21	0.031
O	13.371	13.767	33.576	0.019	0.048	-0.137
O	2.904	3.902	21.701	-0.054	0.235	0.043
O	0.642	5.19	22.227	0.334	-0.462	-0.317
O	5.283	0.136	20.815	0.088	-0.008	-0.093
O	3.195	1.342	21.75	0.014	-0.097	-0.339
O	2.102	9.529	21.636	0.067	-0.019	-0.089
O	-0.087	10.778	20.797	0.152	-0.054	0.154
O	5.427	5.715	21.007	0.086	-0.071	-0.198
O	3.869	7.662	22.112	0.051	-0.135	0.099
O	1.468	14.703	21.676	0.176	-0.212	0.084
O	2.596	14.023	23.959	0.237	-0.107	-0.24
O	5.221	11.208	20.911	0.441	-0.082	-0.107
O	3.517	13.009	21.717	0.117	0.164	-0.006
O	7.533	4.152	21.567	0.225	0.025	0.097
O	9.543	4.819	23.27	-0.101	0.092	0.072
O	9.389	1.257	22.275	0.092	-0.083	-0.296
O	10.21	-2.942	29.306	0.085	-0.022	-0.098
O	8.822	10.412	23.437	0.3	0.164	0.115
O	7.312	8.334	22.846	-0.232	0.082	-0.112
O	11.25	9.228	20.38	0.061	-0.049	-0.058
O	9.635	6.902	21.707	0.084	-0.142	0.283
O	6.772	14.974	22.051	0.218	0.002	-0.04
O	11.231	16.252	20.958	-0.267	0.052	-0.133
O	8.731	13.944	20.8	-0.064	-0.068	0.214
O	10.249	11.988	21.765	0.003	-0.047	-0.369
O	12.366	4.03	21.832	-0.02	0.136	-0.261
O	12.598	2.031	23.633	0.12	0.092	-0.345
O	14.198	2.069	21.558	-0.127	-0.186	-0.036
O	16.16	0.195	21.053	0.118	-0.133	-0.333
O	13.593	8.11	20.345	0.032	0.399	0.166
O	12.756	9.08	22.635	0.135	0.463	-0.307
O	15.89	6.558	24.494	0.338	-0.084	-0.182
O	15.409	7.166	21.986	0.05	-0.131	-0.273
O	13.269	14.267	21.017	0.441	-0.36	-0.551
O	10.859	19.489	25.331	-0.104	0.187	-0.059
O	15.541	10.459	23.281	0.01	-0.042	-0.331
O	15.026	12.723	22.004	-0.034	-0.202	0.107
O	1.001	-0.337	24.584	-0.117	0.031	0.076
O	1.155	-4.183	22.646	-0.178	-0.181	-0.004
O	4.925	2.614	23.199	-0.097	0.245	-0.094
O	2.367	2.629	23.935	0.299	-0.158	0.017
O	4.151	6.248	26.812	0.117	-0.167	-0.018
O	2.605	4.272	26.012	0.06	-0.008	-0.256
O	6.818	7.933	25.412	-0.073	0.085	0.052
O	2.996	9.528	24.1	-0.068	-0.253	-0.214
O	-0.701	9.058	25.537	0.069	0.135	-0.151
O	1.481	7.505	23.193	-0.091	-0.015	0.326
O	2.727	16.456	28.397	-0.091	0.028	-0.204
O	-1.092	16.755	26.217	0.19	-0.184	0.121
O	8.05	0.455	24.617	-0.097	0.023	-0.408
O	3.214	-0.863	26.017	-0.152	-0.045	-0.273
O	8.842	2.02	26.566	0.13	0.047	0.125
O	10.615	3.72	27.787	0.041	-0.032	0.125
O	7.075	5.86	23.611	-0.233	-0.126	0.03
O	7.405	3.303	23.972	0.025	-0.181	-0.191
O	6.527	8.93	20.147	-0.021	0.263	0.046
O	9.186	7.204	24.337	0.01	0.163	0.173
O	6.265	10.301	24.218	-0.037	0.066	-0.208
O	7.017	10.216	26.775	0.17	0.038	-0.077
O	9.617	13.388	26.787	-0.148	-0.083	-0.049
O	5.537	12.242	27.739	-0.05	0.005	-0.204
O	14.395	3.916	23.53	0.032	0.289	-0.054
O	14.579	2.928	26.104	0.207	0.23	-0.192
O	11.619	6.736	23.492	0.209	-0.129	-0.19
O	10.685	0.512	24.56	-0.253	-0.259	-0.158
O	13.56	7.702	24.907	-0.217	0.06	0.027
O	10.407	12.43	24.376	0.116	0.144	-0.373
O	8.089	12.848	23.12	-0.008	0.276	-0.023
O	15.457	8.118	29.53	-0.008	0.038	-0.008
O	15.145	6.954	27.057	0.225	0.136	-0.042
O	0.285	4.075	24.937	-0.005	0.183	-0.169
O	0.993	-2.377	26.14	-0.117	0.045	0.259
O	6.144	1.917	25.636	-0.09	-0.06	0.04
O	6.526	-0.18	29.961	-0.017	0.062	0.059
O	5.136	4.391	25.021	0.131	0.159	-0.177
O	4.732	3.673	27.413	0.26	0.038	-0.203
O	0.73	11.97	27.774	0.063	0.099	0.225
O	1.997	9.736	26.642	-0.058	0.135	-0.059
O	4.632	9.282	26.097	-0.076	-0.218	-0.119
O	-2.449	11.077	25.462	-0.112	-0.142	-0.156
O	-0.571	18.153	24.082	0.013	-0.058	0.038
O	3.159	11.188	28.497	0.021	-0.035	0.067
O	7.291	0.237	27.292	0.181	0.14	0.152
O	5.179	-0.998	27.925	-0.133	0.083	-0.015
O	12.656	1.177	26.183	-0.221	-0.209	-0.119
O	8.561	4.562	26.258	-0.136	0.174	-0.066
O	6.438	5.948	27.887	0.17	0.023	-0.127
O	7.696	3.772	28.529	0.183	0.011	0.077
O	10.62	10.972	26.552	-0.069	0.044	0.222
O	11.285	9.063	24.796	-0.01	0.123	-0.249
O	3.573	11.689	25.942	0.067	0.068	-0.162
O	4.925	7.885	28.998	-0.089	-0.133	0.1
O	7.774	14.441	28.505	0.181	-0.113	0.166
O	12.254	13.052	26.134	-0.06	-0.064	0.154
O	14.252	1.365	28.366	0.077	0.085	0.139
O	12.676	4.186	29.427	0.141	0.015	0.118
O	13.787	4.829	31.798	-0.101	0.224	0.381
O	10.626	2.63	30.196	0.095	-0.078	0.115
O	7.505	4.751	30.87	-0.009	0.079	-0.045
O	9.586	8.608	26.925	0.081	0.019	-0.232
O	12.185	8.936	27.234	0.168	0.033	-0.126
O	12.578	9.575	29.759	-0.208	0.086	0.202
O	16.521	11.637	25.308	0.048	-0.006	-0.121
O	14.925	13.185	26.761	0.01	0.227	-0.185
O	-1.441	2.967	30.283	-0.044	0.04	-0.005
O	0.425	1.111	32.486	0.015	0.286	-0.128
O	3.288	-2.688	27.852	-0.152	-0.294	0.179
O	1.166	1.874	26.091	-0.128	0.144	-0.203
O	2.845	2.812	28.931	0.122	-0.024	0.185
O	2.382	1.084	30.74	0.059	-0.279	0.398
O	-1.37	5.462	29.411	-0.014	0.02	0.151
O	2.94	1.176	33.175	0.055	-0.37	0.199
O	5.397	3.227	29.913	0.087	-0.236	0.269
O	0.746	12.244	32.197	-0.126	0.037	0.107
O	0.093	9.63	31.548	-0.071	-0.134	0.233
O	2.408	10.238	32.716	-0.028	0.168	0.11
O	4.081	5.364	29.268	0.136	-0.054	0.19
O	7.571	2.099	30.654	-0.033	-0.057	0.24
O	5.375	1.277	31.979	-0.152	0.18	0.182
O	8.951	6.27	28.01	0.053	-0.063	0.048
O	9.756	-4.027	31.572	-0.062	0.06	0.268
O	4.352	9.731	30.983	-0.129	0.289	0.226
O	3.891	7.937	32.695	-0.036	-0.115	0.072
O	12.034	2.993	32.39	0.195	-0.211	0.061
O	10.193	5.16	30.005	-0.186	0.236	0.172
O	8.123	11.891	28.471	-0.037	-0.086	-0.144
O	0.92	9.797	29.104	-0.019	-0.144	0.031
O	9.294	15.165	23.117	-0.107	-0.163	0.037
O	6.553	8.285	31.14	0.115	-0.073	0.334
O	8.834	6.802	31.546	0.275	0.116	0.282
O	7.733	0.106	32.375	-0.07	-0.16	0.373
O	15.133	0.298	30.725	-0.028	-0.064	0.126
O	13.241	-4.852	28.014	-0.076	0.045	0.047
O	13.172	7.099	28.82	-0.149	-0.061	-0.04
O	8.996	9.392	31.708	0.274	0.193	0.256
O	9.643	4.144	32.28	0.121	-0.062	0.181
O	18.035	3.359	32.132	0.143	0.224	0.335
O	12.315	12.083	30.403	-0.191	-0.083	0.277
O	11.576	14.259	31.605	-0.067	0.28	0.149
O	10.747	7.799	29.184	-0.033	-0.227	0.27
O	14.844	10.791	29.924	0.001	0.137	0.119
Si	-0.01	-0.06	5.378	-0.022	-0.05	-0.026
Si	2.803	2.62	5.477	-0.088	-0.054	-0.019
Si	0.047	5.353	5.51	-0.013	0.006	0.009
Si	2.819	8.147	5.49	0.04	0.1	0.018
Si	0.012	10.93	5.451	-0.013	0.004	-0.035
Si	2.742	13.642	5.413	0.034	-0.015	-0.025
Si	5.512	-0.109	5.374	-0.009	-0.05	-0.047
Si	8.273	2.653	5.427	-0.009	0.083	-0.013
Si	5.539	5.436	5.42	0.021	-0.041	-0.003
Si	8.269	8.144	5.441	0.018	-0.015	-0.037
Si	5.557	10.868	5.418	-0.024	0.088	-0.02
Si	8.279	13.564	5.318	-0.034	0.087	-0.074
Si	10.961	-0.119	5.363	-0.106	-0.008	-0.034
Si	13.715	2.607	5.403	-0.058	0.048	-0.023
Si	10.984	5.352	5.466	-0.039	0.003	-0.044
Si	13.703	8.139	5.521	-0.018	-0.031	0.109
Si	10.969	10.873	5.394	-0.041	-0.106	-0.016
Si	13.687	13.625	5.401	0.038	-0.026	-0.057
Si	1.362	1.292	6.786	0.054	0.027	0.014
Si	4.155	4.061	6.789	0.023	-0.009	-0.045
Si	1.411	6.783	6.823	0.048	-0.031	-0.015
Si	4.169	9.551	6.819	0.03	-0.114	0.014
Si	1.385	12.296	6.806	0.012	-0.018	-0.008
Si	4.118	14.997	6.777	-0.026	0.022	0.011
Si	6.859	1.297	6.752	0.01	0.012	-0.025
Si	9.597	4.026	6.823	0.049	-0.054	0.045
Si	6.874	6.811	6.809	-0.018	0.012	-0.017
Si	9.612	9.532	6.8	0.035	-0.029	-0.009
Si	6.898	12.268	6.759	0.006	-0.071	0.003
Si	9.577	14.963	6.744	0.004	0.026	-0.024
Si	12.315	1.266	6.757	0.138	-0.071	-0.001
Si	15.035	4.004	6.818	0.031	-0.005	-0.006
Si	12.306	6.77	6.834	-0.018	0.078	0.014
Si	15.062	9.557	6.829	0.026	-0.058	-0.004
Si	12.311	12.268	6.771	-0.007	0.04	-0.036
Si	15.031	15.006	6.779	0.033	0.006	0
Si	0.021	2.675	8.174	-0.056	-0.008	0
Si	2.751	-0.037	8.153	-0.025	-0.005	0.009
Si	0.039	8.183	8.167	0.005	0.063	0.004
Si	2.784	5.427	8.17	-0.037	0.025	0.02
Si	0.007	13.665	8.161	0.005	0.003	-0.015
Si	2.769	10.93	8.156	-0.01	0.027	-0.003
Si	5.516	2.691	8.141	-0.025	0.021	0.005
Si	8.225	-0.05	8.126	-0.049	-0.015	-0.007
Si	5.515	8.183	8.185	-0.04	0.009	0.022
Si	8.235	5.434	8.167	-0.017	0.004	-0.015
Si	5.505	13.638	8.127	-0.005	0.024	-0.013
Si	8.238	10.912	8.155	-0.022	0.009	-0.002
Si	10.975	2.66	8.154	-0.051	0.068	-0.008
Si	13.679	-0.039	8.167	-0.04	0.008	0.003
Si	10.955	8.17	8.182	-0.041	-0.043	0.009
Si	13.686	5.412	8.176	0.02	0.025	-0.007
Si	10.947	13.64	8.143	0.005	0.004	0.006
Si	13.675	10.927	8.167	-0.024	-0.05	0.004
Si	1.376	4.087	9.518	0.034	-0.007	0.003
Si	4.108	1.363	9.504	-0.018	0.012	0.001
Si	1.386	9.578	9.525	0.034	-0.06	0.013
Si	4.123	6.829	9.535	0.024	-0.008	0.001
Si	1.366	15.036	9.532	0.024	-0.023	0.004
Si	4.122	12.311	9.52	0.016	-0.026	0
Si	6.849	4.086	9.523	0.034	0	0.005
Si	9.568	1.336	9.514	0.047	-0.026	-0.006
Si	6.858	9.576	9.542	0.016	-0.03	-0.001
Si	9.573	6.823	9.542	0.015	0.033	0.01
Si	6.839	15.027	9.506	0.01	0.013	-0.015
Si	9.577	12.296	9.526	-0.001	-0.033	-0.007
Si	12.301	4.068	9.534	0.025	-0.031	0.008
Si	15.029	1.35	9.541	0.049	0.011	0
Si	12.306	9.565	9.534	0.038	0.005	-0.002
Si	15.047	6.825	9.516	0.013	-0.016	0.003
Si	12.29	15.023	9.526	0.036	-0.008	-0.004
Si	15.032	12.311	9.53	0.011	0.006	-0.011

Results
total energy: -115451.670 eV
total energy less fixed offsets of O -438.04, Si -107.15 eV per atom: 3.070 eV
